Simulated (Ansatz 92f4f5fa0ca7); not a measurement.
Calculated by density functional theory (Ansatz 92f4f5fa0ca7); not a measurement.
Periodic cell of 258 atoms, Si166O92, from a study of silicon, its oxide and their interface. The atomic structure is a simulated model.
Doubt: the cutoff is far below the 930 eV that the study's wrapper takes by default for these files, so forces and energies are approximate.
This geometry differs little from another in the collection (a relaxation step or a small displacement).

Settings
functional: PBE
potential files: Ansatz PAW
basis: plane waves
wave-function cutoff: 580 eV
density cutoff ratio: 5
exchange-correlation grid ratio: 1
k mesh: 1 x 1 x 1, Gamma-centred
self-consistency stop: 5e-08 eV per atom in the density residual
occupations: fixed
spin: none
net charge: 0

Cell vectors (angstrom)
a  10.938  0  0
b  0  10.938  0
c  0  0  37.8123

Atoms: element, x, y, z (angstrom)
Si  0  0  0.683
Si  5.469  0  0.683
Si  2.7345  2.7345  0.683
Si  8.2035  2.7345  0.683
Si  0  5.469  0.683
Si  5.469  5.469  0.683
Si  2.7345  8.2035  0.683
Si  8.2035  8.2035  0.683
Si  1.3673  1.3673  2.0503
Si  6.8362  1.3673  2.0503
Si  4.1018  4.1018  2.0503
Si  9.5708  4.1018  2.0503
Si  1.3673  6.8362  2.0503
Si  6.8362  6.8362  2.0503
Si  4.1018  9.5708  2.0503
Si  9.5708  9.5708  2.0503
Si  2.7345  0  35.7608
Si  8.2035  0  35.7608
Si  0  2.7345  35.7608
Si  5.469  2.7345  35.7608
Si  2.7345  5.469  35.7608
Si  8.2035  5.469  35.7608
Si  0  8.2035  35.7608
Si  5.469  8.2035  35.7608
Si  4.1018  1.3673  37.1281
Si  9.5708  1.3673  37.1281
Si  1.3673  4.1018  37.1281
Si  6.8362  4.1018  37.1281
Si  4.1018  6.8362  37.1281
Si  9.5708  6.8362  37.1281
Si  1.3673  9.5708  37.1281
Si  6.8362  9.5708  37.1281
Si  0.3128  -0.5545  27.8683
Si  4.7498  0.3904  27.7148
Si  3.4328  2.3981  27.5747
Si  8.014  2.6328  27.4624
Si  -0.0031  6.1069  27.2248
Si  5.8799  4.9945  27.4665
Si  2.0989  8.7566  27.6957
Si  8.4285  8.0275  27.4975
Si  1.1978  1.161  29.1481
Si  6.713  1.2095  28.8104
Si  4.2596  4.0758  28.9359
Si  9.5153  3.8761  28.8092
Si  1.318  6.9438  28.9635
Si  6.889  6.7302  28.7362
Si  3.9217  9.5611  28.9722
Si  9.5011  9.4346  29.0388
Si  2.7012  -0.0493  30.4815
Si  8.1097  -0.0654  30.253
Si  -0.1052  2.6595  30.3483
Si  5.5149  2.6531  30.321
Si  2.7234  5.4351  30.1683
Si  8.2355  5.3936  30.1931
Si  -0.0591  8.1403  30.4389
Si  5.4318  8.1072  30.1212
Si  4.1236  1.3435  31.7229
Si  9.4569  1.3019  31.6842
Si  1.3541  4.0657  31.5941
Si  6.867  4.0624  31.6333
Si  4.0785  6.7899  31.5761
Si  9.5208  6.7301  31.6934
Si  1.3013  9.5271  31.7759
Si  6.7661  9.476  31.5897
Si  -0.0656  -0.0125  33.0675
Si  5.4747  -0.0597  33.0304
Si  2.7221  2.7314  33.0187
Si  8.1774  2.7158  33.0558
Si  0.0059  5.4124  33.0236
Si  5.4606  5.4415  32.9727
Si  2.7372  8.1496  33.0276
Si  8.1547  8.1498  33.0051
Si  1.3478  1.3631  34.3899
Si  6.817  1.3391  34.4009
Si  4.0946  4.0989  34.3796
Si  9.5682  4.0773  34.402
Si  1.3554  6.8061  34.3919
Si  6.8019  6.8073  34.386
Si  4.0885  9.5431  34.3951
Si  9.5224  9.5332  34.395
Si  2.7542  0.0228  3.4128
Si  8.2245  0.0245  3.4161
Si  0.021  2.7626  3.4141
Si  5.4874  2.7575  3.4222
Si  2.7606  5.4932  3.4211
Si  8.2205  5.4885  3.4182
Si  0.0195  8.2263  3.4198
Si  5.4901  8.2271  3.4174
Si  4.0921  1.4207  4.7827
Si  9.5783  1.4212  4.776
Si  1.3943  4.1308  4.7841
Si  6.8693  4.1212  4.793
Si  4.1347  6.8668  4.7916
Si  9.5767  6.8769  4.7817
Si  1.4095  9.5899  4.7808
Si  6.8578  9.6049  4.7822
Si  0.0479  0.0699  6.086
Si  5.4809  0.0632  6.1054
Si  2.7542  2.7947  6.1941
Si  8.2373  2.783  6.1931
Si  0.027  5.5151  6.1177
Si  5.5171  5.5035  6.1469
Si  2.7821  8.2359  6.1735
Si  8.224  8.2492  6.1679
Si  1.3557  1.4131  7.5272
Si  6.8002  1.4234  7.5094
Si  4.1484  4.1888  7.5456
Si  9.6432  4.1833  7.5339
Si  1.3873  6.8541  7.5053
Si  6.8725  6.8543  7.5443
Si  4.1709  9.6466  7.5027
Si  9.6356  9.6762  7.4427
Si  2.7861  0.0794  8.8528
Si  8.2391  0.0768  8.793
Si  0.0507  2.8256  8.9386
Si  5.5102  2.8402  8.9408
Si  2.7754  5.5477  8.9279
Si  8.3229  5.5637  8.9361
Si  0.0776  8.3282  8.7991
Si  5.5266  8.2725  8.8854
Si  3.9282  1.6239  10.2114
Si  9.278  1.716  10.1324
Si  1.6919  3.9304  10.287
Si  7.1073  4.0362  10.2458
Si  3.8854  7.2098  10.2181
Si  9.5377  7.1961  10.1969
Si  1.6293  9.4561  10.1751
Si  7.2201  9.3661  10.1318
O  6.9553  3.8239  26.9296
O  -0.121  11.0024  26.4015
O  8.164  2.8264  10.6656
O  2.7389  8.3222  10.6988
O  2.8  2.7565  10.7046
O  8.3436  19.1952  10.6534
O  7.7134  8.868  26.2588
O  3.4335  2.9115  26.0226
O  4.5694  0.7901  11.4924
O  9.8192  0.9687  11.4733
O  0.9132  10.1502  11.492
O  6.652  10.0546  11.4953
O  10.4389  6.7742  11.5315
O  1.1327  4.6374  11.6779
O  6.5404  4.7858  11.6182
O  4.5688  6.6071  11.5846
O  6.4085  -0.554  24.4097
O  4.7012  1.4928  24.1625
O  10.4274  4.5989  27.6043
O  12.7998  2.0965  27.9382
O  9.6281  7.0598  26.8743
O  11.8789  6.0333  25.8759
O  5.1466  5.5914  26.1264
O  2.2888  8.3383  26.087
Si  2.1108  1.1994  14.0835
Si  1.2948  7.3609  14.9201
Si  6.3217  7.7001  17.7534
Si  6.8476  1.9427  14.5044
Si  11.6919  2.2005  23.1878
Si  5.5543  10.7958  12.414
Si  4.1304  3.4024  14.2767
Si  1.5916  7.7529  17.9033
Si  15.5901  16.5671  24.5732
Si  8.8086  11.4938  16.5164
Si  6.0792  6.0123  20.3608
Si  3.8915  9.5343  17.2879
Si  11.9194  1.0257  20.2979
Si  3.6958  2.7497  24.4293
Si  10.7343  9.075  19.9397
Si  9.7788  3.2239  19.4488
Si  10.4598  3.1023  16.6781
Si  7.9507  -0.8486  19.0917
Si  7.3622  6.8581  14.7927
Si  4.3239  -1.3854  22.1232
Si  5.8776  0.9222  20.7473
Si  3.0804  7.1408  20.6128
Si  4.8672  -0.0731  24.5982
Si  9.9846  4.5705  21.9873
Si  11.5685  18.0669  22.2931
Si  5.4889  5.662  12.5279
Si  12.8169  7.123  25.0694
Si  3.7711  12.3252  18.8151
Si  8.9529  4.2282  14.2551
Si  7.7342  9.4985  24.7378
Si  7.4042  14.2804  21.1816
Si  9.5997  9.1339  14.5773
Si  6.6077  7.504  22.8042
Si  11.0363  5.5961  12.5085
Si  10.825  0.1111  12.3954
Si  2.4535  2.8815  16.5106
Si  3.5634  9.435  14.3063
Si  9.7831  0.7995  25.3913
O  10.1235  1.5187  16.4502
O  3.2323  17.3546  24.5151
O  13.4365  12.2865  19.8227
O  9.571  3.6913  17.9067
O  6.3419  4.4206  20.57
O  11.0449  3.6168  22.7486
O  5.6627  8.6735  22.2247
O  7.4971  1.2447  15.8232
O  11.9914  7.6839  23.7734
O  1.43  6.8637  16.5087
O  1.0598  3.4573  17.0941
O  3.2033  3.9443  15.5155
O  4.2895  9.7762  15.7264
O  4.8067  8.3027  17.8346
O  2.5231  7.0646  19.069
O  8.9705  -0.3853  24.5985
O  3.2404  2.2453  13.5081
O  8.4818  11.2451  18.0827
O  3.8675  -1.0112  23.6671
O  6.4267  6.4634  18.8231
O  6.9245  -0.1657  20.1427
O  11.0629  8.3506  21.3541
O  9.145  10.0732  15.8167
O  6.4047  0.7997  13.4367
O  6.2465  6.6286  13.6104
O  10.7055  1.5914  24.3214
O  1.9483  6.4391  21.5754
O  0.8762  6.1935  13.8335
O  8.4302  4.0623  22.2666
O  5.5005  2.7708  14.9069
O  3.4958  2.5188  17.6875
O  11.7797  12.1188  21.9147
O  7.7951  8.2383  23.6724
O  10.3198  6.0824  22.4718
O  5.1267  12.7499  19.6014
O  4.1182  10.886  18.1366
O  10.1375  3.8436  15.2875
O  6.6  2.0219  21.7405
O  10.8772  12.9663  19.5457
O  15.3692  4.1309  23.9382
O  9.1553  -1.511  19.9515
O  2.0131  1.5365  15.6752
O  7.9613  2.9809  13.8963
O  0.6896  1.2509  13.2789
O  4.5606  -0.2472  26.18
O  11.019  8.4405  14.9475
O  4.5006  6.3379  20.6869
O  0.1686  8.1439  18.6264
O  5.7833  6.4357  23.7251
O  2.7251  8.0222  14.4033
O  10.2416  4.4969  20.3653
O  4.7321  9.5871  13.171
O  8.3298  2.7219  19.985
O  8.1318  5.438  14.966
O  2.3211  9.1345  17.419
O  3.2739  8.6953  21.1919
O  13.2042  2.4908  23.7053
O  9.7207  4.7117  12.9072
O  11.606  10.4407  19.8521
O  8.4165  8.0272  14.3295
O  6.6661  7.2191  16.229
O  9.8634  10.0666  13.2697
O  7.3111  8.9045  18.1869
O  8.7583  12.765  26.1982
O  7.0963  6.7512  21.4347
O  2.4855  -0.3605  13.9375
O  4.698  0.0559  21.4654
O  4.4821  4.6198  13.2765

Results
free energy: -157854.295 eV
free energy less fixed offsets of O -568.88, Si -635.61 eV per atom: -6.075 eV

Forces (eV/angstrom), in the order of the atoms: element, x, y, z
Si  -0.0452  -0.007  -0.0064
Si  -0.0281  -0.0498  -0.012
Si  -0.0428  -0.0312  0.0132
Si  -0.0337  -0.0282  0.0011
Si  -0.0304  -0.0263  -0.0088
Si  -0.054  -0.0121  -0.0111
Si  -0.0288  -0.0309  0.0039
Si  -0.0254  -0.0179  0.0035
Si  -0.0092  0.0252  -0.0204
Si  -0.0102  0.0418  0.0085
Si  0.0965  0.0779  0.003
Si  0.0701  0.1105  -0.0332
Si  0.0308  0.0521  0.0322
Si  0.036  0.0385  -0.0081
Si  0.0715  0.1045  -0.021
Si  0.0897  0.0903  0.001
Si  -0.063  -0.0335  -0.0981
Si  -0.0694  -0.0858  0.0954
Si  0.0149  -0.0603  0.1503
Si  -0.1152  -0.0597  -0.0654
Si  0.0228  -0.0735  0.0253
Si  -0.0328  -0.0388  -0.0793
Si  -0.0686  -0.0907  -0.0976
Si  -0.0485  -0.114  0.0484
Si  0.0138  0.0469  0.0065
Si  0.074  -0.0202  -0.0017
Si  0.0402  -0.0044  0.0091
Si  0.0568  0.0086  -0.003
Si  0.0261  0.0345  0.0068
Si  0.0432  0.028  0.0066
Si  0.0087  0.0528  -0.0089
Si  0.0294  0.0488  0.0046
Si  0.001  0.0054  -0.0169
Si  -0.0042  -0.0002  0.0059
Si  -0.0013  -0.0031  0.0011
Si  -0.0042  -0.005  0.0029
Si  0.0007  -0.0003  0.0003
Si  0.0086  -0.0011  -0.0099
Si  -0.0002  -0.0046  -0.0003
Si  -0.0025  -0.0022  -0.0004
Si  0.0067  0.0015  0
Si  0.0012  0.002  0.0028
Si  -0.0052  -0.0019  0.0066
Si  0.0007  -0.0022  0.0008
Si  0.0022  -0.0015  0.0024
Si  0.0033  -0.0012  -0.0014
Si  0.0002  -0.0018  0.0001
Si  -0.0059  -0.0047  0.0046
Si  -0.0015  0.003  -0.008
Si  0.0006  0.001  -0.0011
Si  0.0003  0.0011  0.0009
Si  0.0004  -0.0025  -0.0078
Si  0.0007  0.0006  -0.0011
Si  0.0018  0.0004  -0.0034
Si  0.0008  0.0031  -0.0083
Si  -0.0016  0.0016  -0.0003
Si  -0.0016  0.0014  0.0041
Si  0  -0.0004  -0.0008
Si  0.0009  -0.002  -0.0001
Si  0.0054  0.0049  0.0034
Si  0.002  0.0005  -0.0009
Si  -0.003  -0.0006  0.0053
Si  0.006  0.0016  0.0077
Si  0.0003  -0.0024  0
Si  -0.0011  0.0008  -0.0006
Si  0.0014  -0.0008  -0.0002
Si  0.0012  -0.0006  0.0003
Si  -0.001  -0.0005  -0.0008
Si  0.0019  -0.0002  -0.0004
Si  -0.0008  -0.0004  -0.0007
Si  -0.0028  0.0002  -0.0015
Si  0.0006  -0.0013  -0.0002
Si  0.0007  0.0004  0.0001
Si  0.0005  0.0006  0.0007
Si  0.0001  -0.0008  0.0004
Si  -0.0011  0.0001  0.0002
Si  0.0005  0.0005  0.0004
Si  0.0003  -0.0001  -0.0004
Si  -0.001  0.0001  0.0003
Si  0.0002  -0.0007  0.0004
Si  -0.0005  -0.0002  0.0001
Si  -0.0008  -0.0003  -0.0008
Si  0  -0.0002  -0.0008
Si  -0.0001  -0.0013  0.0001
Si  -0.0005  0  -0.0009
Si  -0.0004  -0.0006  0
Si  -0.0004  -0.0009  -0.0001
Si  -0.0004  -0.0006  -0.0008
Si  -0.0018  0.002  0.0011
Si  0.0005  -0.0007  0.0009
Si  -0.0008  0.0005  0.001
Si  0.0003  0.0003  0.001
Si  0.0006  -0.0003  0.0012
Si  -0.0002  0.0012  0.0009
Si  0.0001  -0.0002  0.0011
Si  0.0001  0.0005  0.0011
Si  0.0035  0.0008  -0.0021
Si  -0.0016  0.0052  -0.0018
Si  0.0028  -0.0046  -0.0013
Si  -0.0053  0.002  -0.001
Si  -0.0043  0.004  -0.0026
Si  0.0007  -0.0014  -0.0015
Si  -0.0031  0.0046  -0.0012
Si  0.0022  -0.0016  -0.0004
Si  0.0027  0.0012  0.0004
Si  0.0087  -0.0013  -0.0023
Si  0.0026  0.0003  0.0039
Si  0.0065  -0.0022  0.0058
Si  0.0067  0.0005  0.0043
Si  0.0041  0.0033  0.0029
Si  0.0022  -0.0039  0.0048
Si  -0.0022  -0.0009  0.0029
Si  -0.001  0.0052  -0.0158
Si  -0.0015  0.0048  0.0082
Si  -0.0139  -0.0017  0.0101
Si  -0.0106  0.0048  -0.0138
Si  -0.0053  0.0001  0.0081
Si  -0.003  0.0038  -0.0128
Si  -0.0041  -0.0003  -0.0123
Si  -0.0057  0.0013  0.0065
Si  -0.0122  0.0097  0.0255
Si  0.0102  0.0029  -0.0228
Si  -0.003  0.0092  -0.0149
Si  0.0139  -0.009  0.0308
Si  0.0049  -0.0042  -0.0152
Si  -0.0098  0.0112  0.0226
Si  0.0083  -0.0127  0.0323
Si  -0.0015  -0.0003  -0.0094
O  -0.0029  0.0036  0.0029
O  0.0034  -0.0074  0.0131
O  -0.012  0.0111  -0.0044
O  -0.0141  0.016  -0.0044
O  0.0126  -0.0169  -0.0032
O  0.013  -0.0133  -0.0044
O  0.0009  -0.0035  0.004
O  0.0046  0.0003  -0.0039
O  -0.0027  0.0046  -0.0063
O  0.0004  -0.0005  0.0102
O  0.005  -0.0029  -0.0111
O  -0.0011  0.001  0.0037
O  -0.0046  0.0021  -0.0059
O  -0.0001  -0.001  0.003
O  0.0018  -0.0025  -0.011
O  -0.0015  0.0011  0.0055
O  0.0098  -0.0014  -0.0072
O  0.0004  0.0031  -0.0039
O  -0.0003  -0.0006  0.0001
O  -0.0093  -0.0051  0.0026
O  -0.002  0.0012  -0.0004
O  0.0005  -0.0011  -0.0006
O  0.001  -0.0018  0.0028
O  0.0007  0.0062  0.0037
Si  0.0031  0.0048  -0.0053
Si  0.0007  0.005  -0.0061
Si  -0.0016  -0.0071  -0.0047
Si  0.0028  0.0044  -0.003
Si  -0.0017  -0.0024  0.0033
Si  0.001  -0.0028  -0.0003
Si  -0.0019  -0.0024  -0.004
Si  -0.0003  0.0034  -0.0014
Si  0.0016  -0.0004  0.0018
Si  0.0009  0.0013  -0.007
Si  -0.0001  -0.0022  0.0037
Si  -0.0083  -0.0012  -0.009
Si  0.0016  0.0032  0.0048
Si  -0.0037  -0.0024  0.0024
Si  0.0018  -0.0013  0.0032
Si  -0.005  0.005  0.0095
Si  0.0013  -0.0017  -0.0033
Si  0.0021  0.0057  -0.0001
Si  0.0026  0.0006  -0.0035
Si  0  -0.0013  0.004
Si  0.0026  0.0016  0.0043
Si  0.0021  -0.0004  0.0027
Si  -0.006  0.0004  -0.0037
Si  -0.0052  -0.0025  0.0038
Si  -0.0028  -0.0013  0.0004
Si  -0.0057  -0.0013  -0.0019
Si  -0.0009  0.0025  -0.0005
Si  -0.0043  0.0036  0.0014
Si  -0.0014  -0.0001  -0.0029
Si  0.0016  -0.0033  0.0007
Si  0.0031  -0.002  0.0076
Si  -0.0006  0.0003  -0.0041
Si  -0.0006  0.0008  0.0021
Si  -0.0009  -0.0031  -0.0023
Si  -0.0036  -0.0002  -0.0038
Si  -0.0007  -0.0003  -0.0041
Si  -0.0002  -0.0074  -0.0053
Si  0.0064  0.0024  0.0073
O  -0.0004  0.0004  0.0027
O  0.0002  -0.0025  -0.0024
O  0.0028  0.0018  -0.0002
O  -0.0009  0.0024  -0.0034
O  -0.0019  0.003  -0.0038
O  -0.0005  0.005  0.0011
O  0.0034  -0.0028  -0.0039
O  -0.0037  0.0024  0.0009
O  0.002  -0.0002  0.0037
O  -0.0004  -0.0009  0.0016
O  -0.0012  0.0013  0.0023
O  0.001  -0.0011  0.0016
O  0.0044  0.0012  -0.0009
O  -0.0053  -0.0043  0.0102
O  0.0016  -0.0023  -0.0002
O  -0.001  -0.0034  -0.0031
O  -0.0011  0.0012  0.0064
O  -0.0006  0.0005  0.0035
O  -0.0008  0.0005  0.0001
O  0.0007  -0.0061  0.003
O  -0.0049  0.0028  0.0017
O  0.0004  -0.0004  -0.0001
O  -0.0003  0.0002  0.0031
O  -0.0058  -0.0058  -0.0015
O  -0.0018  -0.001  0.0015
O  -0.0041  -0.0053  0.0057
O  0  -0.0022  -0.0011
O  -0.0041  -0.0019  -0.0009
O  0.0002  -0.0002  -0.0027
O  -0.0011  0  0.0039
O  -0.0039  0.0054  -0.0015
O  0.0012  -0.0029  -0.0002
O  0.0019  0.0017  -0.0001
O  0.0012  0.0039  -0.0017
O  0.0055  0.0018  0.003
O  0.0038  0.0071  0.0054
O  -0.0018  0.0036  -0.0001
O  -0.0007  -0.0008  -0.0028
O  0.0029  -0.0045  -0.0049
O  0.0023  0.0002  -0.0012
O  0.0026  -0.001  0.0021
O  -0.0019  0.0022  0.004
O  -0.0019  -0.0001  0.005
O  0  -0.0012  0.0042
O  -0.0005  -0.0034  0.0051
O  0.0011  -0.0025  0.0053
O  -0.0021  0.0001  -0.0023
O  0  0.0003  0.0001
O  -0.0012  -0.0019  -0.0011
O  -0.0009  -0.0005  0.0037
O  0.0002  -0.0003  -0.0016
O  0.0048  0.005  -0.0003
O  0.0004  -0.0012  0.0001
O  -0.0014  0.002  0.0037
O  -0.0036  -0.0006  0.0021
O  0.0018  -0.0005  -0.0021
O  0.0111  0.0014  0.0012
O  0.0022  0.0033  0.001
O  0.001  -0.0052  -0.0036
O  -0.0028  -0.0004  0.004
O  0.0011  -0.0041  -0.0089
O  0.002  0.0036  0.0002
O  0.0118  0.0059  0.0031
O  -0.0014  0.0027  -0.0002
O  -0.0006  0.001  -0.0003
O  -0.0082  0.0079  0.0013
O  -0.0017  -0.0017  -0.0022
O  0.0049  0.0059  0.0006

The program warned: the cutoff lies below the one the program advises for these potential files; the exchange-correlation potential is rough where the density is thin.
